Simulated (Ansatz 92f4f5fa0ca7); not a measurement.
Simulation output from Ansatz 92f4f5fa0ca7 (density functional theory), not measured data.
Periodic cell of 424 atoms, Si264O160, from a study of silicon, its oxide and their interface. The atomic structure is a simulated model.
Doubt: the cutoff is far below the 930 eV that the study's wrapper takes by default for these files, so forces and energies are approximate.
This geometry differs little from another in the collection (a relaxation step or a small displacement).

Settings: functional PBE; potential files Ansatz PAW; basis plane waves; wave-function cutoff 580 eV; density cutoff ratio 5; exchange-correlation grid ratio 1; k mesh 1 x 1 x 1, Gamma-centred; self-consistency stop 5e-08 eV per atom in the density residual; occupations fixed; spin none; net charge 0.

Cell vectors (angstrom)
a 15.4687 0 0
b 0 12.8259 0
c 0 0 37.42

Atoms and the computed forces on them: element, x, y, z (angstrom), force x, y, z (eV/angstrom)
Si -0.033 1.186 34.693 -0.002 0.009 0.005
Si 3.866 1.174 34.729 0.001 -0.012 0.003
Si 7.668 1.152 34.753 -0.008 0.008 -0.002
Si 11.607 1.161 34.764 0.001 -0.002 -0.004
Si 1.9 7.572 34.705 -0.002 0.008 0
Si 5.744 7.559 34.775 0 0.002 0.003
Si 9.68 7.593 34.758 0.007 0 0.002
Si 13.574 7.575 34.72 -0.003 0.015 0.002
Si 1.934 5.247 35.153 0.024 -0.084 -0.298
Si 5.801 5.247 35.153 -0.41 -0.323 0.303
Si 9.668 5.247 35.153 0.292 0.032 0.619
Si 13.535 5.247 35.153 -0.171 -0.026 -0.65
Si 0 11.66 35.153 -0.031 0.229 0.056
Si 3.867 11.66 35.153 0.05 0.033 0.107
Si 7.734 11.66 35.153 -0.195 0.163 0.409
Si 11.602 11.66 35.153 0.489 -0.026 -0.379
Si 0 4.664 36.39 0.072 -0.157 -0.152
Si 3.867 4.664 36.39 0.087 0.053 0.076
Si 7.734 4.664 36.39 0.038 0.051 -0.011
Si 11.602 4.664 36.39 -0.089 0.127 0.072
Si 1.934 11.077 36.39 0.003 0.111 0.028
Si 5.801 11.077 36.39 0.036 0.023 0.023
Si 9.668 11.077 36.39 -0.103 -0.103 -0.154
Si 13.535 11.077 36.39 -0.016 -0.018 -0.01
Si 0 2.332 36.802 0.003 -0.021 -0.202
Si 3.867 2.332 36.802 0.051 0.008 -0.038
Si 7.734 2.332 36.802 -0.2 0.034 0.024
Si 11.602 2.332 36.802 0.069 0.071 0.125
Si 1.934 8.745 36.802 -0.097 -0.083 -0.245
Si 5.801 8.745 36.802 -0.195 -0.011 0.193
Si 9.668 8.745 36.802 0.018 -0.028 0.222
Si 13.535 8.745 36.802 0.108 0.006 -0.102
Si 1.934 1.749 0.619 0.002 -0.052 -0.066
Si 5.801 1.749 0.619 0.017 0.075 0.013
Si 9.668 1.749 0.619 0.019 -0.039 -0.078
Si 13.535 1.749 0.619 -0.058 0.015 -0.022
Si 0 8.162 0.619 0.053 -0.004 -0.006
Si 3.867 8.162 0.619 0.078 0.017 0.012
Si 7.734 8.162 0.619 -0.042 -0.029 -0.013
Si 11.602 8.162 0.619 -0.016 -0.035 0.008
Si 0 5.83 1.031 -0.054 0.007 -0.04
Si 3.867 5.83 1.031 -0.096 -0.045 -0.026
Si 7.734 5.83 1.031 -0.058 -0.037 -0.024
Si 11.602 5.83 1.031 0.096 -0.085 -0.026
Si 1.934 12.243 1.031 0.016 -0.017 0.022
Si 5.801 12.243 1.031 -0.031 -0.035 0.025
Si 9.668 12.243 1.031 0.09 0.125 0.149
Si 13.535 12.243 1.031 0.011 0.029 0.059
Si 1.934 5.247 2.268 0.125 -0.017 -0.289
Si 5.801 5.247 2.268 0.041 0.048 -0.03
Si 9.668 5.247 2.268 -0.099 0.024 -0.115
Si 13.535 5.247 2.268 0.044 -0.029 -0.486
Si 0 11.66 2.268 0.096 -0.013 0.077
Si 3.867 11.66 2.268 0.091 -0.105 -0.134
Si 7.734 11.66 2.268 -0.159 0.079 0.536
Si 11.602 11.66 2.268 0.083 -0.021 0.189
Si 1.934 2.915 2.68 -0.016 0.085 0.064
Si 5.801 2.915 2.68 -0.015 -0.045 -0.006
Si 9.668 2.915 2.68 0 -0.018 0.103
Si 13.535 2.915 2.68 0.058 -0.067 0.021
Si 0 9.328 2.68 -0.043 0.027 -0.005
Si 3.867 9.328 2.68 -0.072 -0.034 -0.073
Si 7.734 9.328 2.68 0.03 0.073 0.053
Si 11.602 9.328 2.68 0.045 0.072 0.02
Si 1.613 -2.262 23.753 0.017 0.027 -0.006
Si 4.053 -3.246 25.541 -0.002 -0.009 -0.01
Si 9.441 -4.18 30.637 0.019 -0.036 0.033
Si 5.799 -3.11 29.81 -0.011 0 -0.019
Si 2.213 3.915 28.311 -0.006 -0.023 -0.007
Si 4.312 9.933 16.898 0.008 -0.016 0.002
Si 12.218 2.871 26.086 -0.01 0.026 -0.002
Si 15.554 12.813 28.439 -0.002 -0.046 -0.013
Si -1.775 0.641 31.431 0.08 -0.026 0.021
Si 10.077 9.173 21.975 -0.025 -0.019 -0.003
Si 16.444 6.814 19.037 0.038 -0.024 0.005
Si 10.029 3.946 29.783 0.041 0.018 -0.077
Si 3.787 10.426 28.603 -0.004 0.022 0.009
Si -1.177 14.288 25.987 0.022 0.001 0.005
Si 1.954 7.491 30.059 0 0.009 -0.008
Si 13.72 9.365 28.214 -0.014 -0.005 0.002
Si 0.151 1.337 30.317 -0.009 0.053 0.005
Si 7.634 7.662 20.629 -0.015 -0.004 -0.014
Si 2.305 6.219 27.988 0.023 0.015 0.01
Si 5.729 0.419 31.321 0.016 0.002 0.003
Si -0.448 10.749 29.52 0.029 0.021 -0.051
Si 13.175 7.18 30.137 0.017 0.017 0.063
Si 9.546 13.209 31.642 -0.019 0.004 -0.023
Si 12.595 7.852 23.369 -0.006 -0.008 0.007
Si 7.463 6.992 25.568 0.009 -0.027 0.01
Si 3.969 1.213 29.929 -0.017 0.007 -0.025
Si 7.722 4.804 32.173 0.057 -0.037 0.039
Si 11.277 7.173 31.469 -0.003 0.031 -0.008
Si -0.097 7.029 31.249 -0.021 -0.011 -0.002
Si 6.347 4.915 29.028 0.048 0.029 -0.093
Si 5.857 7.227 30.169 -0.008 -0.002 0.017
Si 7.854 10.337 28.686 0 -0.006 0.015
Si 2.074 -1.729 31.862 0.007 -0.013 -0.006
Si 7.719 1.091 30.345 -0.001 -0.017 0.015
Si 9.714 -2.048 31.919 0.009 -0.013 0.019
Si 13.836 -1.684 31.695 -0.016 -0.002 0.009
Si -6.397 2.042 26.269 -0.006 0.023 -0.003
Si 3.847 6.944 31.404 0.005 0.004 -0.009
Si 7.744 7.159 31.557 -0.005 0.026 0
Si 17.273 9.858 29.86 -0.013 -0.016 0.004
Si 0.315 3.578 29.714 0.02 -0.01 0.044
Si 3.834 4.617 31.742 0.008 0.006 0.002
Si 7.791 3.478 30.303 -0.031 -0.009 0.046
Si 11.253 4.797 31.718 0.018 -0.002 0.029
Si 2.112 13.467 31.389 -0.005 0.009 -0.013
Si 5.833 10.916 31.863 -0.002 0.001 0.003
Si 11.741 15.787 21.568 -0.017 0.009 -0.008
Si 15.428 4.723 31.773 0.015 0 -0.026
Si 1.894 4.084 33.038 -0.029 0.001 0.018
Si 5.708 4.092 33.107 -0.007 -0.015 -0.005
Si 9.634 4.018 33.204 -0.045 0.02 0.01
Si 13.381 4.176 32.925 0.008 -0.01 0.006
Si 0.129 10.534 33.1 -0.014 0 0.014
Si 3.926 10.45 33.134 -0.002 0.001 -0.005
Si 7.759 10.458 33.175 0.011 0.007 -0.006
Si 11.778 10.501 33.02 -0.006 0.006 0.012
Si 1.941 1.752 33.482 0.002 0.007 0.001
Si 5.767 1.701 33.402 0.004 0.009 0.01
Si 9.635 1.663 33.602 0.001 0.023 -0.004
Si 13.464 1.831 33.449 -0.003 0.015 0.006
Si 0.002 8.174 33.384 -0.01 -0.01 0.005
Si 3.847 8.117 33.48 -0.002 -0.008 -0.003
Si 7.685 8.18 33.653 -0.006 -0.014 -0.01
Si 11.631 8.202 33.543 0.001 -0.008 0.004
Si 0 2.332 3.917 0.005 -0.235 -0.24
Si 3.867 2.332 3.917 0.149 -0.366 -0.347
Si 7.734 2.332 3.917 -0.273 -0.213 0.161
Si 11.602 2.332 3.917 0.024 -0.246 0.255
Si 1.934 8.745 3.917 0.316 0.356 0.016
Si 5.801 8.745 3.917 -0.249 0.289 0.403
Si 9.668 8.745 3.917 -0.098 0.029 0.026
Si 13.535 8.745 3.917 0.103 0.313 -0.23
Si 1.952 6.438 4.281 0.005 -0.013 0.001
Si 5.827 6.426 4.326 -0.005 -0.01 -0.011
Si 9.663 6.402 4.323 0.007 0 0.001
Si 13.535 6.423 4.259 -0.005 0.01 0.009
Si 0.065 12.824 4.339 0.007 -0.007 0.005
Si 3.89 12.818 4.305 0.007 -0.01 -0.001
Si 7.682 12.822 4.438 0.001 -0.001 -0.001
Si 11.625 12.814 4.364 -0.001 0.008 0.005
Si 0.001 5.841 5.406 -0.016 0.013 0.007
Si 3.872 5.819 5.479 -0.008 0.025 0
Si 7.738 5.822 5.581 0.008 0.015 0.001
Si 11.636 5.734 5.433 0.004 -0.012 0
Si 2.023 12.275 5.609 -0.002 -0.005 -0.004
Si 5.675 12.287 5.764 -0.01 0.004 -0.001
Si 9.676 12.278 5.647 0.015 -0.011 -0.021
Si 13.63 12.31 5.615 -0.009 -0.017 -0.017
Si -0.016 3.572 5.885 0.011 -0.014 0.001
Si 3.869 3.547 5.883 0.001 -0.006 0.007
Si 7.641 3.479 5.986 -0.03 0.016 -0.008
Si 11.586 3.449 6.025 0.012 0.024 -0.029
Si 2.069 9.843 6.043 0.009 -0.008 0.005
Si 5.687 9.823 6.119 -0.004 0.011 -0.008
Si 9.614 9.91 5.989 -0.005 0.014 0.028
Si 13.66 9.953 5.946 -0.009 -0.002 0.018
Si 1.929 3.191 7.131 0.001 -0.004 -0.006
Si 5.69 3.173 7.346 -0.009 0.005 0.005
Si 9.561 2.989 7.241 0.036 -0.065 0.025
Si 13.619 3.064 7.275 -0.008 0.005 0.001
Si 0.126 6.802 7.512 -0.009 -0.008 0.011
Si 3.828 8.89 7.471 -0.03 0.023 0.02
Si 7.683 6.834 7.726 -0.02 -0.003 0
Si 11.667 9.336 6.977 0.017 -0.034 -0.023
Si 0.29 10.248 9.27 -0.029 0.038 -0.013
Si 8.508 5.99 18.286 -0.049 0.015 0.052
Si 9.08 12.442 9.618 0.07 0.013 -0.07
Si 13.605 6.651 8.759 0.023 0 -0.03
Si 7.785 9.584 11.023 -0.064 0.029 0.018
Si 5.27 12.811 12.524 0.012 0.005 0.003
Si 11.654 15.71 10.049 0.038 -0.04 -0.015
Si 17.759 13.441 12.986 0.015 0.01 -0.005
Si 9.27 1.964 11.745 -0.049 0.024 0.008
Si 3.849 6.465 7.745 -0.001 -0.008 0
Si 11.766 7.043 7.315 -0.119 0.026 0.042
Si 15.978 1.588 10.802 0.003 0.033 -0.019
Si 5.885 18.199 11.073 -0.04 0.008 0.031
Si 2.356 13.641 7.562 0.004 0.015 -0.008
Si 4.912 13.643 7.736 0 -0.025 0.024
Si 14.89 12.864 13.096 0 -0.006 -0.019
Si -1.501 0.715 7.648 -0.026 0.006 0.029
Si 0.123 4.029 10.598 0.023 -0.035 0.02
Si 9.895 1.166 18.555 -0.014 0.02 0.007
Si 13.568 4.272 9.406 -0.022 0.011 -0.025
Si 1.822 5.307 8.401 -0.002 0.011 -0.033
Si 5.379 12.019 9.456 0.041 0.051 -0.048
Si 9.892 6.561 8.611 0.182 0.076 -0.183
Si 5.107 8.182 12.02 -0.021 -0.011 0.006
Si 5.825 3.03 13.233 0.007 0 -0.013
Si 0.129 9.209 7.153 0.004 -0.001 -0.024
Si 5.794 5.382 8.639 -0.01 -0.006 -0.005
Si 11.825 1.333 16.19 -0.01 0.003 0.004
Si -5.531 13.52 7.68 -0.017 -0.005 0.053
Si 7.667 9.278 7.269 0.029 0.001 0.009
Si 11.859 9.707 9.234 0.002 0.034 0.005
Si 12.916 8.045 11.982 0.045 -0.028 0.015
Si 5.634 -4.306 14.462 0.016 -0.017 -0.018
Si 3.487 2.381 15.257 0.012 0.011 0.003
Si 7.332 1.394 16.995 -0.002 0.001 0.006
Si 8.838 4.76 11.178 -0.022 -0.102 0.012
Si 0.724 4.725 23.583 0.018 -0.028 0.009
Si 3.22 13.006 22.682 -0.009 0.028 -0.003
Si 14.682 5.658 13.241 0.018 -0.011 -0.018
Si 21.237 3.773 18.226 -0.007 0.012 0.005
O 21.156 -0.415 11.012 0.001 0.005 0.04
O -6.713 -24.964 10.873 -0.029 0.002 0.028
O 10.734 2.523 29.277 -0.014 0.003 0.011
O -0.845 16.723 28.568 0.019 -0.03 -0.003
O 12.366 -8.865 27.322 0.018 -0.012 -0.006
O 8.999 9.164 29.086 -0.007 0.02 -0.047
O 8.101 28.486 20.794 0.007 -0.014 -0.005
O -9.32 17.487 19.558 -0.006 0.006 0.003
O 5.643 9.824 17.852 -0.012 0.003 -0.011
O 6.553 8.594 11.396 0.034 -0.003 -0.009
O -7.412 -1.697 24.925 0 0.002 -0.005
O 5.579 -2.747 25.129 0.008 -0.003 0.001
O 4.491 0.063 18.846 -0.002 -0.003 -0.023
O -0.037 8.93 15.195 -0.009 0.015 0.005
O 24.154 19.838 19.545 0.012 0.009 -0.012
O 17.529 7.34 15.859 -0.017 0.004 -0.004
O 1.478 17.271 25.035 -0.004 0.004 0.001
O 19.829 12.586 21.505 0.012 -0.008 0
O 8.796 17.283 18.806 0.006 -0.001 -0.015
O -8.506 -3.294 14.39 0.01 0.017 0
O -4.554 14.883 22.682 0.002 -0.009 0
O 8.008 23.502 12.21 0.018 0.004 -0.02
O 6.106 11.915 13.6 0.004 0.003 0.001
O 27.037 11.542 11.773 -0.018 0.039 0.048
O -1.514 -8.193 14.296 -0.005 0.002 0
O 8.498 31.789 26.498 -0.008 0.008 -0.003
O 8.173 23.204 18.42 0.042 -0.003 -0.021
O 1.629 12.764 27.809 0 -0.003 -0.006
O 11.336 -1.701 14.295 -0.001 0.001 0.001
O 1.717 2.46 18.382 -0.022 -0.007 -0.012
O 10.692 3.524 20.457 0.018 -0.006 0.008
O -2.738 -2.857 27.077 0.006 0.005 0.008
O 10.712 14.996 26.124 -0.002 -0.022 -0.002
O 3.039 -3.662 17.589 -0.005 0.021 -0.003
O 0.284 -14.43 24.46 -0.012 -0.005 -0.002
O -5.73 5.064 28.554 -0.003 -0.02 0.034
O 11.621 7.777 16.52 -0.002 0 0
O 10.297 -13.012 19.416 0.017 -0.023 0.015
O 4.947 -6.244 11.682 0.015 -0.024 -0.01
O -8.394 -6.292 17.642 0.016 -0.008 -0.007
Si 6.046 -7.672 23.845 -0.002 -0.009 -0.025
Si -4.998 8.086 10.296 -0.021 0.024 -0.023
Si 15.179 7.124 26.542 0.008 -0.023 -0.005
Si 12.005 13.59 8.919 0.008 0.04 -0.046
Si 5.373 12.402 20.163 0.01 0.009 0.008
Si 10.007 4.327 9.157 -0.046 0.078 0.095
Si -0.728 -3.537 19.088 0.015 -0.013 0.012
Si 3.283 -0.162 27.979 0.002 0.008 0.037
Si 9.446 10.034 17.436 -0.022 0 0.012
Si 19.371 13.764 25.046 -0.001 0.01 -0.007
Si 1.664 3.128 26.026 0.011 -0.002 -0.026
Si -1.924 4.915 27.917 -0.031 -0.001 -0.036
Si 6.71 15.014 24.325 -0.027 0.011 0.007
Si 0.463 0.045 8.915 0.006 -0.01 0.014
Si 18.401 16.251 17.886 0.017 0.026 0.018
Si -0.893 13.082 15.905 0.003 -0.007 0
Si -5.252 0.577 22.718 -0.011 0.009 -0.001
Si 4.644 12.884 17.202 0.01 -0.013 0.014
Si 0.222 15.3 17.705 0.015 0.007 0.014
Si 19.994 -6.098 25.808 0.01 -0.011 -0.008
Si -2.758 4.273 15.312 0.002 0.002 -0.013
Si 9.287 15.977 19.686 -0.016 0.001 0.019
Si 18.39 -7.584 20.239 0.008 -0.022 -0.007
Si -3.245 21.831 17.448 -0.002 0 0.001
Si 6.637 10.249 19.098 -0.028 -0.005 0.025
Si -4.207 11.736 10.164 -0.039 -0.051 -0.084
Si 3.373 9.692 9.72 0.03 -0.024 -0.001
Si 7.517 14.295 21.471 -0.013 0.009 -0.015
Si 5.705 6.346 16.739 0.005 0.003 0.001
Si 5.886 5.753 20.787 0.029 -0.016 -0.005
Si 14.086 -1.104 20.79 0.007 0.003 0.009
Si 8.363 4.909 27.607 -0.026 0.036 -0.021
Si -4.394 -1.164 20.473 -0.017 0.002 -0.009
Si 16 7.385 15.277 0.024 -0.01 0
Si 12.197 10.107 25.554 0.004 0.006 0.002
Si 10.138 11.92 15.075 -0.01 -0.004 -0.006
Si -4.502 1.019 29.931 0.03 -0.004 0.013
Si -0.703 -2.799 16.23 0.006 -0.01 -0.003
Si 7.978 15.695 14.203 -0.027 -0.006 -0.018
Si -0.767 5.231 17.146 0.016 0.011 0.01
Si 8.764 12.707 28.543 0.009 0.016 -0.021
Si 14.328 11.921 24.026 0.01 0.013 0.004
Si 7.157 9.944 25.589 -0.012 -0.015 -0.005
Si 17.061 3.025 21.996 0.036 -0.017 -0.023
Si 4.241 3.609 29.553 -0.041 -0.039 -0.002
Si 15.595 -5.021 23.495 0.018 -0.019 0.005
Si -1.571 8.788 9.999 0.004 -0.006 0.002
Si -5.555 18.139 14.062 -0.005 0.013 -0.002
Si 7.436 -1.867 13.697 -0.028 -0.016 0.011
Si 12.967 17.57 23.653 0.01 -0.013 0.018
Si -0.981 14.705 20.373 0.023 0.02 0.03
Si -3.115 -1.924 13.043 0.014 0.01 0.046
Si -5.418 -5.412 16.169 -0.012 -0.006 0.002
Si 7.406 10.801 9.098 0.026 -0.027 -0.008
Si 2.726 7.549 17.369 0.013 -0.012 0.004
Si 9.638 11.143 24.499 0 0.007 -0.002
O 12.789 -4.278 29.29 -0.011 0.014 -0.016
O 17.849 1.584 22.321 0 -0.001 0.016
O 15.592 13.936 16.834 -0.005 -0.002 -0.001
O 37.813 2.611 17.986 0.004 -0.009 -0.009
O -3.227 -21.858 24.742 0.01 -0.003 -0.004
O 12.314 -4.122 24.737 -0.001 0.002 0
O 1.24 -6.075 26.874 -0.031 0.002 -0.007
O 10.422 -12.927 28.827 -0.02 -0.009 0.009
O -29.787 -16.578 23.19 -0.007 -0.003 -0.003
O 13.836 -1.209 13.072 0.019 0.013 0.006
O 13.121 30.551 16.796 -0.001 -0.001 0.002
O 14.792 13.105 20.289 -0.008 -0.009 -0.008
O 19.439 21.812 11.106 -0.019 0.028 -0.017
O 11.155 14.498 17.635 0.012 -0.004 -0.013
O 19.392 -1.589 9.551 -0.054 -0.053 -0.013
O -9.437 -5.757 26.364 -0.004 0.006 0.002
O -6.84 13.533 27.115 -0.007 0.005 0.005
O 14.203 -7.011 26.706 0.007 0.015 0.011
O 3.871 20.853 25.076 0.002 0.006 0.006
O 2.799 4.886 18.617 -0.01 0.005 0.001
O -21.148 -2.689 23.245 0.001 0.006 0.005
O -4.273 -0.415 21.907 0.002 0 -0.001
O -6.703 0.557 21.975 0.01 -0.003 0.007
O -8.998 3.771 24.549 0.003 -0.008 -0.007
O 9.119 -4.087 16.465 0.01 -0.002 0
O 2.845 2.186 25.346 -0.001 0.003 0.009
O -2.391 -1.609 24.77 -0.007 -0.007 0.001
O 8.982 27.498 13.347 0.016 -0.003 0.019
O 5.94 4.98 22.237 -0.009 0 0.017
O 3.856 12.84 26.429 -0.001 -0.01 -0.015
O 10.344 10.209 20.721 0.005 0.002 0.001
O 9.824 18.081 12.419 -0.018 -0.013 0.007
O -11.793 -0.234 12.833 -0.011 0.002 0.003
O 2.424 -23.955 14.217 -0.007 -0.01 -0.004
O 15.317 -20.943 12.078 -0.022 0.014 0.021
O -7.248 14.693 24.864 0.004 -0.006 0.006
O 12.506 -6.535 23.833 0.002 0.011 -0.011
O -5.412 12.698 24.181 0 -0.011 0.003
O 13.589 -6.079 12.711 0.011 0 0.001
O -1.151 0.657 24.535 -0.011 -0.006 -0.005
O -0.92 2.497 18.864 -0.003 -0.004 -0.008
O 15.659 -23.261 26.012 -0.022 0.003 0.006
O 14.574 17.313 23.74 -0.026 0.01 -0.002
O 8.642 13.525 17.624 0.003 0.002 -0.002
O 45.95 6.57 16.273 0.002 -0.008 0.018
O -7.576 21.346 25.215 -0.001 0.014 -0.004
O -0.724 13.834 11.781 -0.01 -0.008 0.009
O 30.63 7.774 25.07 0.001 0.003 0.001
O -7.203 16.048 11.384 0.007 -0.003 0.028
O 25.212 19.672 14.654 0.006 0.001 0.001
O -4.099 4.87 14.629 0.007 -0.006 0.008
O 50.788 2.932 18.455 -0.007 -0.006 -0.011
O -9.512 19.893 15.259 -0.001 0.001 0.012
O 13.137 -15.784 16.381 0.002 0.004 0.002
O 25.354 -1.509 16.553 0.005 0.008 -0.007
O -0.58 10.42 20.249 -0.005 0.005 -0.004
O 18.174 -8.956 21.095 -0.017 0.007 0.012
O 12.439 15.501 15.5 -0.001 0.007 0.001
O 1.415 4.891 9.976 -0.017 -0.005 0.034
O -6.338 -4.153 11.016 0.048 -0.022 0.01
O 0.179 2.622 21.254 -0.033 -0.003 -0.013
O 22.966 5.71 11.27 0.032 0.004 0.005
O -8.883 14.665 22.743 0.009 -0.004 0.009
O -2.831 -1.304 20.055 0.005 0.001 0
O 15.493 -9 16.795 -0.006 0.003 0.007
O 10.694 13.454 15.236 0.005 0.001 0.001
O -0.197 5.693 18.615 -0.032 -0.018 -0.035
O -0.715 21.102 27.585 0.011 0.006 0.007
O -2.229 34.351 18.709 -0.002 0.004 -0.004
O -11.183 32.578 17.339 -0.005 -0.009 0
O 19.32 -3.221 27.154 -0.001 0.003 -0.004
O 7.226 6.253 24.13 -0.002 0 0.005
O 15.097 -1.281 15.755 -0.003 0.004 0.006
O -20.297 -27.871 25.675 0.004 -0.002 0.001
O 2.858 48.887 24.811 -0.002 -0.011 -0.004
O 6.74 -3.868 20.13 0.003 0.006 -0.01
O 0.445 19.388 13.866 -0.005 -0.001 0.006
O 15.426 22.661 17.708 -0.006 0.006 -0.003
O -0.99 26.033 27.231 0.001 -0.007 0.02
O -9.882 4.696 16.862 -0.002 -0.005 0.001
O 8.656 -1.051 14.4 0.009 0 0.002
O 19.745 18.913 20.594 -0.007 0.007 0.001
O 0.181 -4.738 19.645 -0.021 0.022 0.001
O -4.016 20.293 11.472 -0.032 -0.036 0.013
O -2.823 9.294 13.014 -0.004 0 0.004
O 3.75 -6.51 27.173 -0.003 0.004 -0.004
O 14.127 8.072 22.755 -0.005 0.002 -0.004
O 13.055 0.294 16.486 0.002 0.002 0.001
O 4.682 15.939 14.424 -0.007 -0.003 0.006
O -12.614 3.534 16.247 -0.001 -0.008 -0.001
O 28.474 5.893 29.1 -0.003 -0.014 -0.005
O -8.227 -2.753 27.193 0.003 0.007 0.012
O -9.227 25.839 16.875 -0.009 0.006 0
O -20.081 15.179 11.465 -0.007 0.015 -0.013
O 7.654 -10.794 15.555 0.002 -0.001 0.009
O -9.986 1.411 25.064 0.007 0.005 -0.007
O -9.983 4.084 12.012 0.011 0.004 0.004
O -17.969 14.905 20.936 0 -0.004 -0.005
O -6.741 -17.405 21.741 0.031 0.015 0.008
O 17.654 -1.136 22.685 -0.012 -0.033 0.014
O 1.969 14.269 11.6 0 -0.007 0.007
O -10.811 18.434 24.611 -0.004 0.006 0.007
O 20.012 -16.361 15.408 -0.009 0.006 0.012
O -11.491 11.505 16.666 0 0.013 0.007
O 9.661 6.195 17.176 0.017 0.014 -0.016
O 12.564 0.877 30.221 -0.07 0.016 -0.033
O -0.898 13.756 14.418 -0.001 0.006 -0.001
O 17.21 22.597 9.952 0.026 -0.011 0.015
O 1.683 6.265 20.416 -0.007 0.013 -0.014
O -8.834 -12.219 20.409 0.003 0.007 0.005
O 8.75 17.104 14.599 0.014 0 0
O 8.47 16.243 26.931 0.008 -0.043 0.003
O 5.663 1.542 12.598 -0.003 0.006 0.008
O 10.901 35.342 18.147 0.009 -0.003 -0.004
O 0.854 31.999 23.186 -0.01 0.035 -0.004
O 16.484 -0.413 13.187 -0.006 0.005 0.003
O 14.101 -1.059 22.421 -0.003 -0.003 0.002
O 12.408 4.286 22.203 0.005 0.001 -0.002
O -11.535 1.221 16.321 -0.005 0.004 -0.003
O -4.042 -17.39 22.278 0.009 0.002 0

Results
free energy: -258812.233 eV
free energy less fixed offsets of O -568.88, Si -635.61 eV per atom: 9.607 eV

The program warned: the cutoff lies below the one the program advises for these potential files; the exchange-correlation potential is rough where the density is thin.
